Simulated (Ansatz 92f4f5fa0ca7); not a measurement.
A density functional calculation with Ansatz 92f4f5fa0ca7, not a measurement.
Periodic cell of 256 atoms, Si144O112, from a study of silicon, its oxide and their interface. The atomic structure is a simulated model.
Doubt: the cutoff is far below the 930 eV that the study's wrapper takes by default for these files, so forces and energies are approximate.
This geometry differs little from another in the collection (a relaxation step or a small displacement).

Settings: functional PBE; potential files Ansatz PAW; basis plane waves; wave-function cutoff 580 eV; density cutoff ratio 5; exchange-correlation grid ratio 1; k mesh 1 x 1 x 1, Gamma-centred; self-consistency stop 5e-08 eV per atom in the density residual; occupations fixed; spin none; net charge 0.

Cell vectors (angstrom)
a 10.938 0 0
b 0 10.938 0
c 5.3342 4.8172 38.3778

Atoms: element, x, y, z (angstrom)
Si 6.9694 3.2167 30.9798
Si 9.6913 5.924 30.9389
Si 6.4817 9.1822 30.8605
Si 9.1756 0.9605 30.9334
Si 0.9695 3.67 30.9154
Si 3.7045 6.4668 30.8958
Si 12.3613 8.6694 30.8356
Si 4.195 0.4415 30.879
Si 8.1001 4.8051 32.2779
Si 10.8217 7.5354 32.2231
Si 8.0402 -0.6351 32.2336
Si 10.7831 2.0888 32.248
Si 2.5829 4.837 32.1955
Si 5.3239 7.5873 32.1973
Si 13.5297 10.2493 32.189
Si 5.3272 2.0541 32.2037
Si 6.6903 6.1991 33.5716
Si 9.4337 8.9181 33.5669
Si 6.6864 0.7204 33.6199
Si 9.4453 3.4444 33.6472
Si 12.1763 6.1823 33.6149
Si 14.8997 8.9224 33.6051
Si 12.1788 11.642 33.5674
Si 3.9614 3.4535 33.5568
Si 5.3342 4.8172 34.9595
Si 8.0687 7.5517 34.9595
Si 5.3342 10.2862 34.9595
Si 8.0687 2.0827 34.9595
Si 10.8032 4.8172 34.9595
Si 13.5377 7.5517 34.9595
Si 10.8032 10.2862 34.9595
Si 13.5377 2.0827 34.9595
Si 1.3673 -1.3673 3.418
Si 4.1018 1.3673 3.418
Si 1.3673 4.1018 3.418
Si 4.1018 -4.1018 3.418
Si 6.8362 -1.3673 3.418
Si -1.3673 1.3673 3.418
Si 6.8362 4.1018 3.418
Si -1.3673 6.8362 3.418
Si 2.7556 -0.0399 4.7258
Si 5.5258 2.6997 4.7757
Si 2.7277 5.4818 4.7625
Si 5.4711 -2.7304 4.7982
Si -2.7293 0.0014 4.8597
Si -0.0129 2.7302 4.7664
Si 8.1744 5.4989 4.7494
Si -0.0236 -2.707 4.7904
Si 1.3814 1.3211 6.0443
Si 4.1481 4.1288 6.0502
Si 1.3674 -4.0901 6.1199
Si 4.0776 -1.3976 6.1588
Si -4.0942 1.3488 6.2884
Si -1.3999 4.118 6.0792
Si 6.8355 -4.0747 6.1827
Si -1.3593 -1.3579 6.2745
Si 0.3439 -0.2087 7.4938
Si 3.0032 2.492 7.2293
Si -0.2217 -5.2684 7.3728
Si 2.4985 -2.5462 7.4976
Si 5.1397 0.1851 7.5289
Si -3.0017 3.1215 7.4701
Si 5.6205 5.3086 7.4745
Si -2.48 -3.0378 7.5615
Si 6.7014 3.45 36.3268
Si 9.4359 6.1845 36.3268
Si 6.7014 8.919 36.3268
Si 9.4359 11.6535 36.3268
Si 12.1704 3.45 36.3268
Si 3.9669 6.1845 36.3268
Si 12.1704 8.919 36.3268
Si 14.9049 11.6535 36.3268
Si 8.0687 4.8172 37.694
Si 10.8032 7.5517 37.694
Si 8.0687 10.2862 37.694
Si 10.8032 2.0827 37.694
Si 2.5997 4.8172 37.694
Si 5.3342 7.5517 37.694
Si 13.5377 10.2862 37.694
Si 5.3342 2.0827 37.694
Si 1.3673 1.3673 0.6835
Si 4.1018 4.1018 0.6835
Si 1.3673 6.8362 0.6835
Si 4.1018 -1.3673 0.6835
Si 6.8362 1.3673 0.6835
Si -1.3673 4.1018 0.6835
Si 6.8362 -4.1018 0.6835
Si -1.3673 -1.3673 0.6835
Si 0 0 2.0507
Si 2.7345 2.7345 2.0507
Si 0 5.469 2.0507
Si 2.7345 -2.7345 2.0507
Si 5.469 0 2.0507
Si 8.2035 2.7345 2.0507
Si 5.469 5.469 2.0507
Si 8.2035 -2.7345 2.0507
Si 8.0976 3.6377 24.5323
Si 2.8238 9.5701 20.245
Si 11.5105 3.3289 21.5399
Si 4.7398 -1.8223 14.8879
Si 11.2357 4.2982 24.5882
Si -1.1238 -2.2974 16.9899
Si 6.9566 5.3355 22.1034
Si 1.1516 -4.68 13.3871
Si -2.6091 4.0768 12.621
Si -2.1694 2.7501 15.3535
Si 3.7542 -4.4312 9.7405
Si 3.9613 -0.1124 12.5903
Si -2.0095 -3.9824 12.9973
Si 1.1182 0.8011 12.8392
Si -0.571 0.2705 10.3697
Si 3.2037 1.6294 21.0784
Si 6.0719 -0.0274 10.3986
Si 3.6441 -2.6856 17.6835
Si 0.9513 -4.1826 17.5596
Si 7.911 7.343 28.6957
Si 13.2651 0.458 23.6792
Si 8.8867 7.5043 22.0228
Si 10.4167 4.5774 18.9458
Si 8.1299 2.2622 10.3228
Si 3.5066 -3.0267 12.3996
Si 2.5551 4.9601 15.8863
Si 13.1935 1.7486 28.7021
Si 2.7252 2.7044 25.7962
Si 6.1912 2.6511 20.6391
Si -2.6471 -2.0693 10.5026
Si 11.0206 7.2623 24.1902
Si 10.6692 9.2309 20.0189
Si 1.5937 4.242 9.4791
Si 7.6153 0.9592 22.997
Si 5.2058 6.9442 24.0853
Si 5.3829 -5.1649 16.8041
Si 5.6604 5.14 28.7779
Si 2.7423 8.5405 23.1782
Si -0.4069 0.3664 15.3974
Si 7.4511 3.6991 18.0616
Si 0.51 2.9596 16.4851
Si 10.4629 0.5938 22.0247
Si 9.4074 8.8915 26.3522
Si 5.3467 4.3506 25.8735
Si 0.4684 3.621 12.1404
Si 7.2618 9.2539 24.0754
Si 10.9194 -0.4432 28.6498
Si 7.3404 -3.131 15.5551
O 7.8415 -2.6865 9.0578
O 3.4123 -1.4827 11.8995
O 9.6743 3.8771 24.9657
O 3.677 7.3952 23.8189
O 6.7503 6.2645 28.3356
O -1.3208 -4.1615 7.9074
O 13.5134 7.5665 30.3441
O 6.7402 4.1794 7.9118
O 3.0854 -3.2045 8.8915
O 10.4932 -0.2103 20.6184
O 5.0672 4.4203 27.4619
O 4.5489 -0.4148 14.0864
O 12.9492 2.7585 20.984
O 2.3222 3.1899 8.5222
O 12.5197 2.955 29.5681
O -1.573 1.4146 10.9773
O 9.7828 0.2688 29.5735
O 8.8029 4.4299 18.6576
O 5.3372 10.2827 30.3485
O 5.0161 -5.0256 8.8915
O 4.4068 5.8237 29.5569
O 1.9249 3.4471 15.789
O 9.0613 6.626 29.5951
O 8.2971 9.5139 25.3225
O 1.4113 -1.3884 7.9809
O 7.5352 3.3404 11.4001
O -0.0658 0.6297 8.8618
O 11.6502 3.9696 23.0325
O 11.7602 0.3317 23.0002
O 8.0193 3.3296 14.0338
O 9.8463 8.1691 20.9165
O 6.8898 2.6119 19.157
O 7.2302 8.5948 29.5047
O 0.371 5.0222 8.7571
O 12.3139 3.5943 25.5825
O 2.8073 0.2735 20.2461
O 0.5013 -0.0401 14.0923
O -0.853 -1.028 16.0394
O -2.2499 2.8652 8.92
O -1.3484 -1.14 10.2369
O 4.2377 -3.897 11.219
O 4.0644 1.3938 7.8695
O 12.1494 7.9784 23.2536
O 12.2664 8.9579 20.0403
O -0.7548 3.5625 15.6032
O 6.302 -1.9085 15.3094
O 3.4757 1.0581 29.5348
O 7.9929 6.3278 21.3156
O 13.3321 1.3023 25.0455
O 2.6644 5.3337 10.0227
O 4.6513 -3.985 17.6883
O 2.0549 -3.0165 17.7662
O -1.787 1.1868 15.0462
O 8.0718 2.0972 30.4209
O 7.0139 -1.1989 11.0525
O 1.9153 -4.9139 14.8143
O -2.1759 -3.1439 11.6178
O 1.3914 4.831 12.6634
O 4.1933 4.9874 15.9544
O 7.8122 4.622 23.2805
O 4.1461 3.3783 25.2738
O 6.9241 1.2646 9.9226
O 9.0626 0.2348 22.7517
O 7.8144 2.9087 16.6692
O -0.1183 -3.5098 16.5126
O 9.7847 6.859 23.2158
O 0.6479 0.1353 11.4308
O 1.9673 -3.5178 12.6044
O -2.6205 -3.1823 14.2624
O 3.8678 -1.8686 16.2738
O -1.0635 4.0875 12.1543
O 6.3507 3.9653 29.6595
O 6.9152 3.8896 25.65
O 10.8935 6.1311 18.6988
O 5.4049 -0.553 8.999
O 2.8215 9.9012 24.0721
O 12.071 0.6448 28.2744
O 2.9048 2.394 27.373
O 7.9702 -5.2941 12.801
O 5.7651 6.2536 22.7209
O 1.9255 -5.4474 17.2755
O 10.5666 8.2152 25.4295
O 0.4702 1.3216 16.4144
O 10.0959 9.1253 18.5111
O 6.6662 -0.2238 23.6184
O 6.4739 -4.5038 15.7723
O 6.3017 4.2006 21.1509
O 0.9789 3.2939 10.6453
O -0.4343 -4.2842 13.3624
O 6.0771 8.243 24.5613
O 3.8673 9.125 19.0534
O 8.6194 7.8364 27.3181
O 10.7907 4.7942 30.397
O 7.9204 8.5983 22.7342
O 4.3245 -3.037 13.8327
O 11.5121 5.8752 24.861
O 3.3573 1.1901 22.6426
O 0.2683 3.4573 18.0265
O 5.0601 0.5002 11.563
O 10.3921 2.1588 21.6399
O 3.2832 8.9228 21.6779
O 5.1852 5.8479 25.2703
O 0.583 2.3134 13.0757
O 7.8837 2.0908 24.1181
O 11.623 9.2559 29.4689
O 6.9546 1.6125 21.6507
O 6.2302 4.7613 17.7652
O 4.6094 2.2463 20.5364
O -2.671 -2.802 16.8567
O 10.1717 9.9944 27.2865
O 2.7357 0.9206 12.8008
O 10.8524 4.3798 20.501

Results
free energy: -155248.370 eV
free energy less fixed offsets of O -568.88, Si -635.61 eV per atom: -5.970 eV

Forces (eV/angstrom), in the order of the atoms: element, x, y, z
Si 0.113 -0.1014 -0.1722
Si 0.0994 -0.1178 -0.0976
Si -0.0786 0.0751 -0.0618
Si -0.093 0.1108 -0.0743
Si -0.118 0.1028 -0.0875
Si -0.0911 0.0946 -0.0716
Si 0.0867 -0.0724 -0.0769
Si 0.0835 -0.1006 -0.0763
Si 0.0382 -0.0339 0.0151
Si 0.0426 -0.0337 0.0194
Si -0.0481 0.0384 0.0142
Si -0.0444 0.0421 0.0078
Si -0.0413 0.0292 0.0148
Si -0.0251 0.0382 -0.0043
Si 0.0265 -0.0359 0.0009
Si 0.0319 -0.0303 0.0288
Si 0.0149 -0.0147 -0.0028
Si 0.0032 0.0006 0.0009
Si 0.011 0.0015 -0.0297
Si 0.0038 -0.0109 -0.0473
Si -0.0021 -0.0017 -0.0256
Si -0.0057 0.0039 -0.0157
Si -0.007 0.0057 -0.0051
Si 0.006 -0.0053 -0.0043
Si -0.0471 0.0058 -0.2226
Si -0.0196 0.0395 -0.1585
Si -0.0976 -0.0003 0.2024
Si -0.0872 -0.0495 0.2915
Si 0.1135 0.0505 0.318
Si 0.0695 -0.0234 0.1741
Si 0.0007 -0.0265 -0.1899
Si 0.0176 0.0063 -0.2233
Si -0.1591 -0.1666 -0.3112
Si 0.2221 -0.0113 -0.1613
Si -0.0612 0.0067 -0.074
Si 0.0721 0.0929 -0.0447
Si 0.1062 0.1421 0.3015
Si -0.1912 -0.1702 0.11
Si 0.0786 -0.0875 -0.261
Si -0.03 0.2048 -0.1313
Si 0.019 0.0108 0.0511
Si -0.0264 -0.0236 0.0554
Si 0.021 -0.0159 0.0203
Si 0.0145 0.0012 0.0446
Si 0.001 -0.0043 0.0426
Si 0.0091 -0.0236 0.0245
Si -0.0048 0.0113 0.0351
Si -0.0016 0.005 0.0471
Si 0.0364 -0.0251 -0.0165
Si 0.0432 -0.0093 0.007
Si -0.042 0.026 0.0134
Si -0.0337 0.039 -0.0262
Si -0.0405 0.0278 0.0192
Si -0.0216 0.0428 -0.0136
Si 0.0176 -0.0291 -0.0061
Si 0.0311 -0.0284 0.0126
Si 0.0518 -0.0711 0.0548
Si 0.0807 -0.1213 0.1566
Si -0.0933 0.0682 0.0563
Si -0.0459 0.0967 0.06
Si -0.0468 0.0618 0.0318
Si -0.0736 0.0419 0.0545
Si 0.0734 -0.0485 0.0362
Si 0.0606 -0.0648 0.0384
Si 0.0378 -0.0328 -0.0099
Si 0.0195 -0.0281 -0.0174
Si -0.0148 0.0105 -0.0178
Si -0.0408 0.0142 -0.0075
Si -0.0201 0.045 0.0001
Si -0.0388 0.0186 -0.0035
Si 0.0122 -0.0211 -0.0156
Si 0.0415 -0.0269 -0.0106
Si -0.0146 0.0278 -0.0136
Si -0.0195 0.0089 -0.0153
Si -0.0047 -0.0307 -0.0264
Si 0.0048 -0.0225 -0.0207
Si 0.0381 -0.0201 -0.0168
Si 0.0427 -0.0014 -0.027
Si -0.0195 0.026 -0.0149
Si -0.032 0.0212 -0.0078
Si -0.0203 0.0075 0.0299
Si -0.0147 0.0303 0.0167
Si 0.0475 -0.0128 0.0092
Si -0.0004 -0.0108 0.0199
Si 0.0078 -0.0212 0.0074
Si 0.0126 -0.0337 0.0089
Si -0.0071 0.0031 0.0347
Si -0.023 0.027 0.0192
Si 0.0137 -0.043 0.0096
Si 0.0275 -0.0024 0.02
Si -0.0059 0.0086 0.0044
Si -0.0578 -0.012 -0.0093
Si 0.0035 0.0761 -0.0064
Si -0.0142 0.0505 -0.0048
Si -0.04 -0.0635 0.0102
Si 0.0737 -0.0027 0.0025
Si -0.015 0.0063 0.0434
Si -0.0075 0.0035 0.0329
Si 0.0043 -0.009 0.0696
Si -0.0059 0.0078 -0.0931
Si 0.0193 -0.0083 0.045
Si 0.0176 -0.0018 -0.0542
Si 0 0.0073 0.0814
Si -0.0137 0.0004 -0.0707
Si 0.021 0.0175 -0.0124
Si 0.0115 0.0034 -0.0981
Si 0.0212 0.0067 0.069
Si -0.0479 0.0045 -0.0201
Si 0.0032 -0.0469 -0.0167
Si 0.0283 0.0171 -0.0084
Si 0.0073 -0.0211 0.1174
Si -0.0153 -0.01 0.0792
Si 0.0046 0.0217 0.1159
Si 0.0021 0.017 -0.0638
Si -0.0073 0.0022 -0.0674
Si 0.0155 -0.0027 -0.07
Si -0.0126 0.0155 0.0635
Si -0.0077 0.0129 0.0846
Si 0.0101 0.0071 -0.0179
Si -0.0173 -0.0121 0.1243
Si -0.0237 0.0341 0.0038
Si -0.0165 0.0191 -0.0813
Si 0.007 0.0209 -0.0587
Si 0.0398 0.003 -0.0243
Si 0.0073 -0.0034 0.0505
Si 0.0216 0.0091 0.0993
Si -0.0241 0.0183 0.08
Si 0.0018 0.0088 0.0217
Si 0.0077 -0.0542 0.0111
Si -0.0035 -0.0012 0.0655
Si 0.0206 -0.0069 0.0572
Si -0.0025 0.0232 -0.0862
Si 0.0017 -0.0571 -0.0561
Si -0.0026 0.0133 0.0673
Si 0.0212 0.0148 -0.1035
Si 0.021 -0.0199 -0.0424
Si -0.028 -0.0005 -0.0945
Si 0.0156 -0.002 0.0777
Si 0.0004 0.0084 -0.017
Si -0.0384 -0.0083 -0.0193
Si -0.0284 -0.0077 0.0557
Si 0.0153 -0.0124 0.074
Si -0.0211 0.0047 -0.0705
Si -0.005 0.0153 -0.0918
O -0.008 -0.0112 -0.0841
O 0.0104 -0.0228 -0.0084
O -0.009 -0.0018 -0.0125
O -0.0151 0.0026 -0.0251
O 0.0111 0.0056 0.0294
O 0.0049 0.007 -0.0886
O -0.0131 -0.0022 0.1108
O -0.002 -0.0112 -0.0859
O 0.0054 -0.0208 -0.0489
O -0.0006 -0.0062 -0.0298
O 0.0159 0.0332 0.0804
O 0.0149 -0.0128 0.0431
O 0.0034 0.0039 -0.0277
O 0.0012 0.0209 -0.0593
O 0.014 -0.0149 0.0728
O -0.0076 0.0208 -0.0325
O 0.0218 -0.0089 0.066
O -0.005 0.0105 0.0223
O 0.0049 0.0068 0.1066
O -0.0236 0.0105 -0.0362
O 0.0107 -0.0261 0.0527
O 0.0149 0.0045 0.0432
O -0.025 0.0121 0.0709
O -0.01 -0.0027 -0.0299
O -0.0152 0.0217 -0.09
O 0.0109 -0.0138 -0.0391
O 0.0236 -0.0089 -0.0972
O -0.0018 -0.0024 -0.0487
O -0.0118 -0.0054 -0.0352
O -0.0017 -0.0105 0.0378
O 0.0093 -0.0031 -0.0294
O -0.0028 -0.0001 0.0006
O 0.0069 -0.0065 0.0578
O 0.0342 -0.0256 -0.0348
O -0.0128 0.0012 -0.0079
O -0.0002 -0.0045 -0.0229
O -0.0195 0.0025 0.0454
O -0.0044 -0.0133 0.0383
O -0.0029 0.0174 -0.0854
O 0.0009 -0.0106 -0.0382
O -0.0019 -0.0261 -0.0653
O -0.0493 0.0542 -0.1235
O 0.0094 -0.0001 -0.0406
O 0.0009 -0.0025 -0.0163
O 0.0138 0.0027 0.0545
O 0.0106 -0.0009 0.0386
O 0.0001 0.0153 0.062
O -0.0058 -0.0001 -0.0299
O -0.0085 -0.0009 -0.0054
O -0.0005 0.0014 -0.0318
O -0.0001 -0.0058 0.0418
O 0.0006 -0.001 0.0317
O -0.0036 0.0066 0.0376
O -0.0355 0.0295 0.1329
O -0.0038 -0.0035 -0.0399
O 0.0227 -0.0169 0.0701
O -0.0116 0.009 -0.0267
O 0.0163 0.0047 0.0059
O 0.0137 -0.0063 0.0299
O 0.005 0.011 -0.0327
O -0.0001 0.0038 0.002
O -0.0014 -0.0045 -0.0551
O -0.0056 -0.0037 -0.027
O -0.0238 -0.0017 0.0592
O -0.007 0.0001 0.0503
O -0.0114 -0.0054 -0.0457
O -0.021 -0.0038 -0.0408
O 0.0049 -0.0019 0.0109
O -0.0104 0.005 0.0384
O -0.0128 -0.0088 0.0676
O -0.0028 0.0057 -0.0072
O -0.0115 0.0196 0.099
O 0.0142 0.0092 -0.0102
O 0.0002 -0.0173 0.014
O -0.0123 -0.0055 -0.0801
O 0.0056 -0.0097 -0.0258
O -0.001 -0.006 0.0338
O -0.0145 -0.0148 0.05
O 0.0015 0.0092 0.0142
O 0.0038 -0.0057 -0.0538
O -0.0185 -0.0015 0.046
O 0.0051 -0.01 -0.0227
O 0.0099 0.0189 0.0491
O -0.0039 0.0066 0.0224
O 0.0111 0.0133 -0.0362
O -0.0131 -0.0288 0.0416
O -0.0081 -0.0046 -0.0304
O 0.0215 0.0192 -0.0709
O 0.002 0.0041 0.0155
O -0.002 -0.0002 -0.0243
O -0.0002 -0.0001 0.007
O -0.0289 -0.0326 0.069
O 0.0126 0.0022 0.1334
O 0.0085 -0.0035 -0.0428
O 0.0079 0.0059 0.0336
O 0.0059 0.0034 -0.0177
O 0.0159 0.0062 -0.0476
O 0.0139 -0.0056 0.0353
O 0.0075 -0.011 -0.0377
O -0.0084 0.0099 -0.0356
O 0.0035 0.0015 -0.0451
O 0.0095 0.0039 -0.0057
O 0.0024 -0.0019 0.0005
O 0.0016 -0.0156 -0.0224
O -0.0001 -0.0004 0.0654
O -0.0107 0.0074 -0.0371
O -0.0028 -0.0043 0.0305
O 0.0146 0.0086 -0.0284
O 0.0102 0.0025 0.0524
O 0.0276 0.0188 0.0641
O 0.0038 -0.0032 0.0192
O -0.0089 0.0073 -0.0219

The program warned: the cutoff lies below the one the program advises for these potential files; the exchange-correlation potential is rough where the density is thin.
